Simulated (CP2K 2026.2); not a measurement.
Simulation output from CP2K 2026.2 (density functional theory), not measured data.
Periodic cell of 432 atoms, Si324O108, from a study of silicon, its oxide and their interface. The atomic structure is a simulated model.
Doubt: the forces sum to 1.34 eV/angstrom along one axis rather than to zero, so they err by at least 0.0031 eV/angstrom per atom on average; the grid cutoff is modest.

Settings: functional PBE; method Gaussian and plane waves; basis set DZVP-MOLOPT-SR-GTH; pseudopotentials GTH-PBE; grid cutoff 350 Ry, relative cutoff 50 Ry; k points Gamma only; occupations fixed; spin none; net charge 0.

Cell vectors (angstrom)
a	16.32	0	0
b	0	16.32	0
c	-5.4899	-2.1157	29.5804

Atoms and the computed forces on them: element, x, y, z (angstrom), force x, y, z (eV/angstrom)
Si	1.16	14.976	0.157	0.287	-0.069	0.703
Si	-1.607	-0.444	29.578	0.096	-0.273	0.706
Si	1.588	3.8	0.132	-0.15	0.098	0.817
Si	4.212	6.6	0.108	-0.1	0.131	0.753
Si	1.083	9.787	0.157	0.199	-0.133	0.832
Si	4.35	12.149	0.067	-0.217	0.071	0.775
Si	7.147	14.628	0.043	-0.111	0.206	0.766
Si	4.354	-1.031	29.56	-0.17	0.152	0.702
Si	6.437	4.41	0.073	0.149	-0.057	0.744
Si	9.729	6.597	0.023	-0.225	0.303	0.623
Si	1.018	7.72	29.482	0.205	-0.226	0.67
Si	9.429	12.49	0.095	0.049	-0.243	0.743
Si	11.937	15.143	0.36	0.095	0.049	0.754
Si	15.188	0.826	0.023	-0.162	0.385	0.687
Si	6.595	2.29	29.547	0.237	-0.373	0.574
Si	14.701	7.056	0.066	0.206	-0.071	0.77
Si	12.549	9.332	0.002	-0.21	0.151	0.776
Si	15.233	12.017	0.184	-0.225	0.13	0.803
Si	2.789	-0.04	1.26	-0.003	0.031	-0.052
Si	5.399	2.778	1.393	-0.001	-0.009	-0.051
Si	2.703	5.403	1.44	-0.008	-0.025	-0.027
Si	5.44	8.211	1.289	0.001	0.01	-0.037
Si	2.737	10.955	1.339	-0.011	0.002	-0.044
Si	5.552	13.595	1.427	-0.009	0.014	-0.06
Si	8.194	0.007	1.3	0.03	-0.011	-0.077
Si	10.966	2.718	1.236	0.02	0.041	-0.04
Si	8.108	5.494	1.321	0.016	0	-0.034
Si	10.904	8.198	1.277	0.029	0.017	-0.049
Si	8.172	10.871	1.257	-0.015	0.01	-0.055
Si	10.783	13.612	1.617	-0.002	-0.016	-0.003
Si	13.612	-0.055	1.511	-0.007	0.041	-0.034
Si	-0.058	2.594	1.264	0.002	-0.03	-0.048
Si	13.596	5.48	1.386	0.029	0.015	-0.033
Si	-0.044	8.176	1.419	-0.018	0.058	-0.037
Si	13.614	10.869	1.423	0.027	-0.016	-0.033
Si	-0.005	13.556	1.558	-0.001	-0.032	-0.029
Si	1.359	1.283	2.668	-0.005	-0.014	0.026
Si	4.066	4.083	2.815	-0.016	-0.009	0.035
Si	1.333	6.794	2.729	0.006	0.017	0.002
Si	4.063	9.532	2.682	-0.005	-0.003	0.032
Si	1.429	12.237	2.818	0.01	-0.011	0.044
Si	4.138	14.984	2.693	-0.031	-0.037	-0.014
Si	6.808	1.369	2.651	0.01	-0.006	0.002
Si	9.51	4.053	2.605	0.033	0.013	0.026
Si	6.804	6.875	2.697	-0.014	-0.003	0.027
Si	9.522	9.525	2.647	-0.004	-0.001	-0.005
Si	6.861	12.192	2.75	0.028	0.001	0.052
Si	9.433	15.021	2.853	-0.042	0.02	0.05
Si	12.271	1.424	2.736	-0.037	-0.007	0.028
Si	14.969	4.041	2.651	0.022	-0.009	-0.019
Si	12.206	6.825	2.724	0.003	0.008	0.046
Si	14.947	9.52	2.821	0	0.004	0.019
Si	12.24	12.216	2.786	0.021	-0.008	-0.001
Si	14.926	14.895	2.868	0.003	0.002	0.014
Si	0.018	-0.023	4.111	0.021	0.024	-0.018
Si	2.679	2.678	4.083	-0.012	0	-0.032
Si	-0.015	5.405	4.055	-0.022	-0.012	-0.011
Si	2.716	8.162	4.064	0.016	0.025	-0.023
Si	0.03	10.873	4.142	-0.023	-0.01	-0.028
Si	2.785	13.635	4.106	-0.006	-0.002	-0.018
Si	5.464	0.023	4.061	0.013	0.008	-0.004
Si	8.172	2.721	4.024	0.018	-0.001	-0.025
Si	5.459	5.484	4.079	0.003	0	-0.009
Si	8.179	8.188	4.061	-0.01	-0.012	0.001
Si	5.443	10.859	4.074	0.008	0.006	-0.026
Si	8.127	13.593	4.158	-0.002	0.008	-0.003
Si	10.887	0.054	4.104	0.029	-0.026	-0.029
Si	13.62	2.758	4.093	-0.011	-0.017	0.014
Si	10.841	5.422	4.028	-0.006	0.011	-0.025
Si	13.568	8.146	4.126	-0.006	0.011	-0.02
Si	10.857	10.852	4.084	-0.023	0.003	-0.008
Si	13.569	13.551	4.185	0.014	-0.002	0.019
Si	1.361	14.96	16.276	-0.011	-0.004	0.013
Si	4.09	1.353	16.289	0.001	0.038	0.007
Si	1.404	4.122	16.275	0.002	0.002	0.008
Si	4.128	6.772	16.305	-0.042	-0.01	-0.004
Si	1.287	9.466	16.241	0.007	0.014	0.011
Si	4.063	12.235	16.195	0.008	0	0.019
Si	6.828	14.979	16.316	-0.012	-0.018	0.031
Si	9.543	1.418	16.384	0.003	0.005	0.005
Si	6.787	4.077	16.395	0.011	0.011	0.023
Si	9.519	6.824	16.354	-0.006	-0.004	0.025
Si	6.856	9.518	16.341	0.003	0.028	0.003
Si	9.521	12.216	16.345	0.016	0.007	0
Si	12.18	14.964	16.282	0.021	-0.015	0.013
Si	-1.377	1.4	16.256	0	-0.004	0.011
Si	12.224	4.076	16.401	-0.008	-0.015	-0.007
Si	-1.418	6.746	16.327	0.01	-0.007	0.002
Si	12.244	9.528	16.362	-0.007	-0.005	0.026
Si	-1.327	12.221	16.233	0.002	-0.019	-0.008
Si	2.75	-0.026	17.626	0.015	0.002	0.004
Si	5.368	2.706	17.728	-0.006	0.012	-0.011
Si	2.799	5.415	17.689	0.018	-0.028	0.003
Si	5.501	8.124	17.646	0.016	-0.032	-0.013
Si	2.621	10.913	17.485	-0.057	0.018	-0.041
Si	5.45	13.533	17.566	-0.015	0.002	-0.027
Si	8.167	0.058	17.701	-0.017	-0.007	-0.014
Si	10.885	2.757	17.839	-0.031	-0.031	0.001
Si	8.182	5.457	17.735	-0.016	0.004	-0.017
Si	10.844	8.201	17.744	-0.008	0.018	-0.031
Si	8.191	10.873	17.763	0.021	-0.004	0.006
Si	10.882	13.575	17.69	0.019	0.02	-0.02
Si	-2.807	0.074	17.565	-0.005	0.047	-0.044
Si	0.003	2.786	17.572	-0.019	-0.012	-0.02
Si	-2.75	5.422	17.783	0.025	0.022	0.03
Si	-0.036	8.078	17.642	-0.002	0.009	-0.016
Si	-2.62	10.885	17.643	0.004	-0.017	-0.016
Si	-0.006	13.578	17.603	0.007	-0.011	-0.017
Si	1.414	1.446	18.862	0.043	0.047	0.007
Si	4.077	4.071	19.193	0.017	0.012	0.045
Si	1.378	6.744	18.975	0.001	-0.005	0.005
Si	4.017	9.544	18.718	0.008	0.011	0.005
Si	1.316	12.212	18.988	0.005	-0.032	0.069
Si	4.067	14.83	18.923	-0.011	-0.012	0.033
Si	6.716	1.343	19.076	-0.016	-0.03	0.035
Si	9.501	4.131	19.208	0.018	0.032	0.053
Si	6.834	6.822	19.115	0.024	-0.002	0.038
Si	9.557	9.584	19.217	0.007	-0.025	0.052
Si	6.773	12.24	19.04	-0.039	-0.016	0.064
Si	9.531	-1.332	19.024	0.006	-0.033	0.041
Si	12.282	1.358	19.148	0.028	0.052	0.061
Si	-1.314	4.053	19.082	0.016	0.004	0.063
Si	12.162	6.804	19.11	-0.016	-0.017	0.053
Si	-1.349	9.444	19.03	-0.03	0.003	0.041
Si	12.387	12.277	18.994	0.003	0.041	0.054
Si	-1.428	-1.322	18.783	0.017	-0.028	0.017
Si	-0.143	0.173	19.951	0.036	0.007	-0.731
Si	2.426	2.882	20.438	0.251	-0.063	-0.733
Si	0.294	5.193	20.368	-0.118	0.08	-0.771
Si	2.572	8.394	20.094	-0.004	-0.195	-0.729
Si	0.285	10.547	20.291	-0.22	0.268	-0.69
Si	2.959	13.248	20.29	-0.195	0.228	-0.83
Si	5.563	-0.351	20.275	-0.005	0.175	-0.727
Si	7.843	2.93	20.387	0.123	-0.061	-0.731
Si	5.724	5.242	20.471	-0.251	0.098	-0.766
Si	8.349	7.991	20.519	-0.145	0.254	-0.783
Si	5.086	11.006	20.133	0.287	0.032	-0.677
Si	7.905	13.893	20.295	0.063	-0.133	-0.679
Si	11.123	-0.269	20.402	-0.117	0.171	-0.694
Si	-2.282	2.357	20.41	-0.286	0.209	-0.751
Si	10.6	5.778	20.57	0.142	-0.287	-0.737
Si	-2.964	8.351	20.375	0.194	-0.07	-0.745
Si	11.317	10.735	20.361	-0.208	-0.013	-0.692
Si	-2.848	13.944	20.295	0.028	-0.15	-0.68
Si	4.809	9.108	24.603	-0.06	0.061	-0.094
Si	-1.427	13.949	23.035	0.052	-0.059	-0.151
Si	9.813	1.667	22.404	0.005	-0.029	-0.006
Si	2.047	10.417	25.233	0.029	-0.066	0.028
Si	-1.07	7.115	22.499	-0.016	0.064	-0.125
Si	3.528	0.758	22.509	-0.128	-0.04	-0.185
Si	1.373	13.237	26.66	-0.099	-0.062	0.069
Si	8.289	12.438	22.898	-0.014	-0.032	0.067
Si	0.096	3.749	25.08	-0.034	-0.014	0.072
Si	-2.572	11.397	24.481	0.086	0.113	-0.121
Si	-1.239	6.38	25.524	0.188	0.039	-0.089
Si	-3.226	5.79	27.546	-0.003	-0.105	0.211
Si	1.209	7.724	26.468	0.042	-0.078	0.09
Si	-2.588	11.863	27.529	-0.026	-0.059	0.145
Si	-2.486	2.846	23.532	-0.057	-0.017	-0.096
Si	5.44	0.36	24.749	0.034	0.032	-0.114
Si	-2.876	-0.163	24.53	0.067	-0.071	0.039
Si	6.787	2.615	26.528	0.063	-0.043	0.129
Si	6.715	9.813	22.387	0.021	-0.116	0.021
Si	-1.242	-1.671	26.833	0.021	0.067	-0.017
Si	2.497	5.51	24.569	-0.061	0.023	0.082
Si	11.015	3.484	27.536	-0.092	0.096	0.14
Si	3.351	-0.725	26.614	-0.011	0.128	0.143
Si	1.884	1.86	26.748	0.01	0.149	-0.032
Si	9.48	2.955	25.008	-0.062	-0.013	-0.149
Si	5.911	9.219	27.424	0.099	0.113	0.176
Si	1.38	-1.401	22.279	-0.007	0.04	0.079
Si	4.021	6.882	22.489	0.104	-0.004	-0.085
Si	7.994	11.385	27.711	0.014	0.01	-0.09
Si	11.082	12.103	23.199	0	-0.019	0.044
Si	7.716	-1.454	24.323	0.031	0.015	-0.029
Si	8.961	14.175	26.778	0.035	0.006	0.192
Si	4.118	4.123	26.695	-0.068	-0.003	0.125
Si	11.249	4.114	23.06	-0.007	0.02	-0.041
Si	10.705	-1.531	24.454	-0.095	-0.138	0.031
Si	-0.233	9.975	23.114	-0.097	0.047	-0.097
Si	1.389	14.957	5.467	-0.009	0.005	-0.002
Si	4.082	1.356	5.431	-0.012	-0.022	0
Si	1.344	4.064	5.436	-0.002	-0.007	0.001
Si	4.081	6.815	5.436	-0.005	-0.005	-0.001
Si	1.377	9.498	5.468	0.006	0.003	0.01
Si	4.113	12.24	5.451	0	-0.004	-0.005
Si	6.769	14.969	5.471	-0.009	-0.01	0.006
Si	9.513	1.393	5.444	-0.008	0.001	-0.001
Si	6.818	4.09	5.403	0.002	0.013	0.005
Si	9.511	6.791	5.413	0.005	-0.002	0.001
Si	6.807	9.518	5.438	0.006	0.012	-0.002
Si	9.527	12.235	5.461	0.007	0.003	0.004
Si	12.218	14.975	5.47	-0.009	0.004	0.001
Si	14.971	1.367	5.44	0.008	0.001	-0.009
Si	12.226	4.105	5.423	0	0.001	-0.005
Si	14.949	6.768	5.435	0.009	-0.003	-0.003
Si	12.213	9.508	5.467	0.005	0.001	0.006
Si	14.975	12.219	5.5	0	-0.016	0.007
Si	2.738	0.003	6.817	-0.004	-0.004	0.001
Si	5.448	2.732	6.771	-0.012	0.003	-0.009
Si	2.719	5.436	6.78	0.009	0.004	-0.005
Si	5.445	8.162	6.801	0.002	-0.001	0.001
Si	2.736	10.88	6.805	-0.002	0	-0.003
Si	5.436	13.601	6.835	-0.006	0.017	0.006
Si	8.158	0.013	6.797	0.008	-0.014	-0.006
Si	10.879	2.742	6.797	0	0.003	0.003
Si	8.16	5.44	6.788	0.01	-0.001	0
Si	10.86	8.139	6.805	0.002	-0.004	0.008
Si	8.157	10.878	6.808	-0.013	0.005	0
Si	10.872	13.604	6.824	0.003	-0.001	0.001
Si	13.604	0.01	6.804	0.007	-0.004	-0.004
Si	-0.007	2.721	6.814	-0.006	0	0.006
Si	13.586	5.438	6.806	-0.015	0.006	0.003
Si	-0.002	8.131	6.797	0.011	-0.001	-0.004
Si	13.59	10.861	6.825	0.011	0.011	-0.002
Si	0.016	13.602	6.826	0.006	-0.004	-0.005
Si	1.366	1.365	8.164	0.008	0	-0.001
Si	4.086	4.083	8.14	0.003	0.007	-0.004
Si	1.362	6.784	8.156	-0.011	-0.003	0
Si	4.092	9.521	8.167	0.008	0.011	0
Si	1.371	12.232	8.172	-0.005	0.002	0.003
Si	4.076	14.959	8.184	-0.01	-0.019	0.009
Si	6.798	1.373	8.15	-0.002	-0.006	-0.006
Si	9.521	4.093	8.159	0.01	0.009	0
Si	6.8	6.795	8.154	-0.014	-0.004	0.006
Si	9.509	9.509	8.163	-0.01	0.006	-0.003
Si	6.81	12.241	8.175	0.007	0.006	-0.002
Si	9.51	14.971	8.168	-0.002	-0.007	0.002
Si	12.235	1.371	8.156	0	-0.006	-0.004
Si	-1.375	4.076	8.165	0.002	-0.008	0.002
Si	12.232	6.797	8.166	0.009	-0.001	0.004
Si	-1.359	9.497	8.163	-0.018	-0.011	-0.002
Si	12.238	12.24	8.172	0.008	0.014	-0.001
Si	-1.357	14.968	8.167	0.014	0.003	-0.006
Si	0.001	0.008	9.523	-0.01	-0.005	0.004
Si	2.728	2.729	9.511	0.002	-0.003	-0.001
Si	-0.004	5.431	9.516	-0.003	0.006	0.006
Si	2.722	8.152	9.512	-0.001	-0.005	-0.001
Si	-0.001	10.869	9.515	0.015	0.009	-0.01
Si	2.721	13.594	9.536	-0.004	0.011	0.004
Si	5.446	0.008	9.517	-0.012	-0.016	-0.003
Si	8.16	2.728	9.513	0	0.001	-0.003
Si	5.442	5.435	9.512	-0.004	-0.004	-0.005
Si	8.154	8.153	9.525	0.006	0.001	0
Si	5.452	10.876	9.529	-0.002	0.007	0
Si	8.162	13.607	9.531	-0.005	0.002	0.003
Si	10.877	0.012	9.519	0.008	-0.005	-0.005
Si	13.587	2.723	9.528	0.002	0.001	0.004
Si	10.877	5.441	9.528	-0.002	0.005	0.007
Si	13.594	8.153	9.522	0.011	0.006	0.002
Si	10.87	10.875	9.519	0.002	-0.009	-0.003
Si	13.598	13.606	9.523	-0.003	-0.007	0.004
Si	1.357	14.963	10.88	0.002	-0.015	0.002
Si	4.091	1.373	10.87	-0.003	-0.002	-0.006
Si	1.359	4.076	10.876	0.002	0.002	0.001
Si	4.08	6.789	10.873	0.009	0.008	0.001
Si	1.363	9.513	10.873	-0.016	-0.002	0.001
Si	4.093	12.237	10.884	-0.002	-0.011	0.002
Si	6.801	14.969	10.882	0.004	0.01	0.001
Si	9.517	1.372	10.88	0.001	-0.009	-0.001
Si	6.809	4.086	10.879	-0.004	-0.003	0.005
Si	9.518	6.799	10.885	0.005	-0.001	0
Si	6.806	9.514	10.892	-0.006	0	0
Si	9.523	12.243	10.885	-0.007	0.01	-0.003
Si	12.235	14.969	10.88	0.008	-0.003	-0.002
Si	-1.368	1.364	10.88	0.007	-0.002	-0.002
Si	12.229	4.083	10.892	-0.002	0	0.002
Si	-1.364	6.791	10.873	-0.004	-0.001	-0.003
Si	12.227	9.511	10.874	0.008	0.008	-0.003
Si	-1.368	12.23	10.871	0.004	0.005	0
Si	2.725	0.015	12.219	0	0.003	-0.003
Si	5.458	2.72	12.237	-0.002	0.003	-0.005
Si	2.722	5.431	12.236	-0.012	-0.003	-0.001
Si	5.446	8.138	12.237	-0.017	-0.006	-0.003
Si	2.737	10.863	12.229	0.013	0.018	0.002
Si	5.452	13.6	12.24	-0.001	0.002	0.002
Si	8.159	0.011	12.238	-0.009	-0.015	-0.007
Si	10.861	2.734	12.255	0	0.001	-0.001
Si	8.168	5.441	12.25	0.008	0.007	-0.002
Si	10.879	8.152	12.246	-0.004	0.005	-0.008
Si	8.171	10.879	12.246	0.003	-0.002	0
Si	10.877	13.609	12.244	0.011	-0.001	0.006
Si	13.586	0.013	12.242	0.004	-0.005	0.001
Si	-0.01	2.724	12.235	-0.01	-0.018	0.006
Si	13.593	5.447	12.243	0.02	0.014	0.001
Si	-0.006	8.153	12.224	0.01	0.004	-0.003
Si	13.578	10.876	12.226	-0.012	-0.014	-0.001
Si	-0.011	13.596	12.223	-0.004	0.006	0.002
Si	1.356	1.36	13.581	0	0.006	-0.002
Si	4.095	4.07	13.59	0.003	0.001	0.002
Si	1.358	6.799	13.583	-0.013	0.01	0.007
Si	4.091	9.492	13.594	0.009	-0.005	-0.001
Si	1.364	12.232	13.556	-0.002	-0.015	0.003
Si	4.097	14.989	13.569	-0.011	0.001	0.004
Si	6.828	1.382	13.611	0.008	-0.013	-0.001
Si	9.516	4.095	13.639	-0.008	0.005	0.004
Si	6.811	6.794	13.609	-0.005	0.001	-0.007
Si	9.536	9.52	13.605	0.007	-0.007	-0.003
Si	6.813	12.238	13.605	0.001	0.011	0.01
Si	9.509	14.969	13.599	-0.004	0.014	-0.007
Si	12.22	1.374	13.606	0.008	-0.006	0.001
Si	-1.367	4.091	13.595	-0.002	-0.007	-0.008
Si	12.225	6.788	13.617	0	0.001	-0.004
Si	-1.402	9.489	13.569	0.013	0.013	-0.005
Si	12.231	12.239	13.599	-0.001	-0.002	0.002
Si	-1.373	14.959	13.583	0.002	-0.003	0.007
Si	-0.014	0.004	14.934	0.004	-0.003	0.004
Si	2.724	2.713	14.935	-0.011	-0.021	0.003
Si	-0.005	5.453	14.947	0.004	-0.003	0
Si	2.732	8.129	14.955	-0.005	0	0.003
Si	-0.016	10.848	14.87	0.011	-0.004	-0.012
Si	2.718	13.626	14.885	-0.002	-0.001	0.007
Si	5.47	0.01	14.944	0	-0.009	0.007
Si	8.162	2.744	15.013	-0.006	0.008	0.003
Si	5.466	5.41	14.959	0.019	-0.005	0.007
Si	8.18	8.161	14.959	-0.001	-0.005	0.002
Si	5.467	10.844	14.944	-0.007	-0.022	-0.006
Si	8.177	13.596	14.973	-0.007	-0.001	0.011
Si	10.838	0.031	14.962	-0.003	-0.006	0.007
Si	-2.754	2.76	14.953	0.001	0.012	0.005
Si	10.88	5.445	15.015	0.016	0.004	0.001
Si	-2.749	8.146	14.979	0.004	0.019	0.009
Si	10.89	10.874	14.978	-0.002	-0.006	0.001
Si	-2.735	13.608	14.947	0	0.005	0.014
O	8.653	12.584	26.866	0.15	-0.087	-0.323
O	-1.176	1.191	20.691	-0.06	-0.141	0.473
O	5.213	6.006	21.828	0.199	-0.024	0.582
O	9.786	4.165	28.335	-0.243	0.092	-0.119
O	10.821	8.786	29.267	-0.171	0.021	-0.641
O	3.361	7.808	21.37	-0.078	0.304	0.073
O	6.566	7.976	28.227	0.063	-0.077	-0.281
O	5.33	3.295	29.355	-0.025	-0.13	-0.2
O	-3.941	11.98	28.412	-0.139	-0.197	-0.084
O	1.526	1.629	28.299	0.288	-0.409	-0.005
O	2.355	13.77	21.708	0.038	-0.442	0.324
O	2.821	11.452	29.158	0.107	-0.184	-0.22
O	11.291	5.33	21.996	0.397	0.102	0.417
O	-2.018	5.15	28.407	0.045	0.076	-0.193
O	6.587	-0.394	23.87	0.035	0.074	-0.438
O	-2.782	0.624	29.168	0.048	0.165	-0.351
O	6.75	-1.363	20.807	0.141	0	0.232
O	9.495	1.667	24.002	-0.253	-0.305	0.152
O	9.462	6.884	20.992	-0.089	0.119	0.344
O	10.511	2.718	26.22	0.39	-0.526	-0.187
O	12.273	-1.37	20.817	0.061	-0.174	0.226
O	-0.175	3.391	29.161	0.148	-0.078	-0.328
O	-4.56	2.372	28.41	-0.114	-0.023	-0.2
O	-2.182	-0.971	23.317	-0.195	0.121	-0.253
O	-5.399	13.999	29.278	-0.024	-0.029	-0.427
O	5.497	10.008	21.355	-0.476	-0.191	0.135
O	-0.131	8.411	22.71	0.462	-0.116	-0.205
O	8.697	13.329	21.605	0.48	0.084	0.061
O	10.976	11.657	21.656	-0.209	0.166	-0.058
O	0.992	12.987	28.217	-0.542	0.122	-0.151
O	4.397	1.172	23.807	0.129	0.634	0.408
O	0.602	2.498	25.979	-0.186	-0.456	-0.1
O	1.521	9.525	20.618	0.11	-0.086	0.384
O	-0.111	8.863	29.144	-0.17	0.081	-0.197
O	5.213	8.651	26.094	-0.235	-0.364	0.025
O	6.786	4.071	20.939	0.095	0.001	0.475
O	8.978	-1.251	28.134	-0.358	0.383	-0.332
O	-4.052	11.237	23.849	-0.215	-0.583	-0.134
O	7.589	11.144	22.298	0.165	0.164	-0.451
O	-1.019	3.319	24.001	0.083	-0.182	-0.319
O	-1.944	13.454	21.571	0.127	-0.47	0.004
O	1.696	9.254	26.309	-0.125	0.163	0.238
O	9.244	-1.124	23.83	0.223	0.484	-0.437
O	-0.863	-0.844	28.178	0.324	0.292	-0.097
O	8.446	2.106	21.662	-0.161	-0.248	0.445
O	6.16	1.371	25.749	0.136	-0.087	0.016
O	7.196	2.103	28.025	0.58	-0.49	-0.171
O	-1.597	10.867	28.326	0.095	0.203	-0.17
O	4.472	7.793	23.733	0.014	-0.068	0.313
O	2.911	5.872	23.062	-0.262	-0.325	-0.205
O	-2.71	1.416	24.248	-0.139	-0.083	0.085
O	8.138	6.068	29.117	-0.145	0.049	-0.575
O	4.612	-0.724	25.612	-0.01	-0.539	0.076
O	1.407	4.345	24.365	0.19	-0.134	-0.365
O	2.906	2.073	21.782	0.158	0.272	0.335
O	10.364	14.281	25.963	0.627	-0.022	0.25
O	1.513	7.234	27.993	0.38	-0.174	0.021
O	-0.306	5.967	21.665	0.132	-0.121	0.445
O	7.062	12.087	28.795	-0.092	-0.242	-0.104
O	4.055	12.121	20.735	0.062	-0.006	0.237
O	5.687	3.785	26.615	0.147	0.521	0.102
O	3.826	-0.433	28.139	-0.091	0.472	-0.069
O	1.323	4.017	20.886	-0.148	0.183	0.192
O	4.596	0.08	21.506	-0.07	-0.135	0.374
O	1.739	11.854	25.909	0.043	-0.09	-0.251
O	-0.371	7.607	26.126	-0.243	0.434	0.11
O	-1.877	12.824	24.117	0.228	0.123	0.36
O	10.951	2.791	22.15	0.272	-0.063	-0.459
O	-2.393	7.601	21.708	-0.427	0.001	0.159
O	10.418	0.304	21.774	-0.263	-0.062	0.333
O	-2.579	2.86	21.92	-0.058	0.15	0.177
O	-0.288	10.914	21.784	-0.423	0.676	0.1
O	10.008	4.224	24.117	-0.36	0.577	0.123
O	3.801	4.922	28.083	-0.368	0.578	-0.033
O	-1.596	10.224	23.95	-0.217	-0.418	0.172
O	0.186	14.212	23.13	0.216	-0.08	0.479
O	2.694	14.138	26.536	0.475	-0.158	-0.169
O	-3.692	3.89	23.9	0.253	0.443	0.656
O	1.942	6.796	25.373	-0.053	0.027	-0.08
O	12.332	9.541	20.863	0.153	0.148	0.441
O	-2.695	6.428	26.178	-0.418	0.397	-0.299
O	4.777	9.884	28.37	-0.206	-0.124	-0.453
O	7.758	-1.468	25.935	-0.46	0.368	0.447
O	7.621	8.563	21.881	-0.073	-0.279	0.285
O	11.402	13.665	23.499	0.364	0.302	-0.214
O	2.278	0.407	26.165	-0.245	-0.006	-0.49
O	-0.536	4.969	25.939	-0.094	-0.161	0.591
O	0.655	-0.666	21.064	0.214	-0.006	-0.091
O	-2.128	-0.703	25.875	-0.06	0.196	0.264
O	6.123	9.724	23.879	0.206	0.202	0.437
O	-1.43	6.491	23.931	-0.365	-0.279	-0.05
O	-3.892	6.99	28.368	-0.172	0.091	-0.613
O	5.45	14.113	29.221	0.086	0.091	-0.225
O	3.577	10.173	24.719	0.056	0.356	-0.009
O	1.081	10.33	23.952	0.183	0.336	-0.198
O	-4.281	4.653	27.155	0.044	0.139	-0.421
O	3.776	5.011	25.405	0.56	-0.048	-0.342
O	0.095	14.08	26.098	-0.023	0.242	-0.438
O	7.33	13.371	23.802	-0.635	-0.28	0.243
O	9.199	10.577	28.397	0.151	-0.169	-0.389
O	-2.788	11.242	26.067	-0.266	-0.567	-0.233
O	7.033	10.311	26.965	0.192	0.002	-0.667
O	3.194	2.798	26.646	0.253	-0.323	-0.262
O	9.568	11.93	23.764	-0.187	-0.362	0.434
O	2.349	-0.282	22.969	0.038	-0.013	0.63
O	8.033	3.187	25.671	-0.059	0.317	-0.174
O	-2.08	13.376	27.356	-0.321	0.037	0.163
O	-4.482	-0.392	24.587	-0.113	0.323	-0.175

Results
total energy: -82021.500 eV
total energy less fixed offsets of O -438.35, Si -107.03 eV per atom: -1.980 eV
